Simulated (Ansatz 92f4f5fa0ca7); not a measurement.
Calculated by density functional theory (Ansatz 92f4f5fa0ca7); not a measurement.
Periodic cell of 237 atoms, Si145O90As2, from a study of silicon, its oxide and their interface. The atomic structure is a simulated model.
Doubt: the cutoff is far below the 930 eV that the study's wrapper takes by default for these files, so forces and energies are approximate.
This geometry differs little from another in the collection (a relaxation step or a small displacement).

Settings: functional PBE; potential files Ansatz PAW; basis plane waves; wave-function cutoff 580 eV; density cutoff ratio 5; exchange-correlation grid ratio 1; k mesh 1 x 1 x 1, Gamma-centred; self-consistency stop 5e-08 eV per atom in the density residual; occupations fixed; spin none; net charge 0.

Cell vectors (angstrom)
a  11.6015  0  0
b  0  10.938  0
c  0  0  32.0622

Atoms: element, x, y, z (angstrom)
Si  -0.1964  -0.0668  23.2681
Si  3.6761  0.206  23.1022
Si  7.5548  -0.1306  23.4412
Si  1.6887  1.3723  23.4116
Si  5.7374  1.4109  23.1822
Si  9.4474  1.2327  23.3708
Si  0.1605  5.3238  23.4548
Si  4.1206  5.3043  23.3895
Si  8.0303  5.6168  23.5318
Si  2.1593  6.5957  23.3619
Si  5.9634  6.7769  23.478
Si  10.0056  6.8741  23.5874
Si  1.9037  2.6673  25.3764
Si  5.8316  2.6592  25.2473
Si  9.6338  2.6921  25.2663
Si  11.6013  4.0141  25.3834
Si  3.8925  3.977  25.3167
Si  7.7429  4.0958  25.3293
Si  1.9746  8.1508  25.195
Si  5.7758  8.1707  25.3659
Si  9.712  8.2674  25.4233
Si  11.6412  9.5629  25.2606
Si  3.8664  9.5893  25.0726
Si  7.6908  9.5229  25.4025
Si  11.6498  -0.0088  27.2057
Si  3.9007  -0.0524  27.122
Si  7.7575  -0.0145  27.2799
Si  1.9848  1.3148  27.2756
Si  5.8274  1.3245  27.1997
Si  9.6946  1.3324  27.2086
Si  11.5932  5.4712  27.2403
Si  3.8456  5.4206  27.2153
Si  7.7121  5.4594  27.2573
Si  1.9383  6.8273  27.1824
Si  5.7595  6.7967  27.2716
Si  9.654  6.815  27.2753
Si  1.9437  2.7257  29.1729
Si  5.7942  2.7073  29.1386
Si  9.6786  2.7221  29.1434
Si  0.0077  4.095  29.1659
Si  3.8691  4.0867  29.1682
Si  7.7301  4.0778  29.1695
Si  1.9438  8.1873  29.1391
Si  5.7907  8.1935  29.1749
Si  9.6733  8.2036  29.1826
Si  0.0109  9.5606  29.1492
Si  3.8719  9.5692  29.1238
Si  7.733  9.5477  29.1893
Si  0  0  31.0965
Si  3.8672  0  31.0965
Si  7.7343  0  31.0965
Si  1.9336  1.3673  31.0965
Si  5.8008  1.3673  31.0965
Si  9.6679  1.3673  31.0965
Si  0  5.469  31.0965
Si  3.8672  5.469  31.0965
Si  7.7343  5.469  31.0965
Si  1.9336  6.8362  31.0965
Si  5.8008  6.8362  31.0965
Si  9.6679  6.8362  31.0965
Si  1.9336  2.7345  0.9679
Si  5.8008  2.7345  0.9679
Si  9.6679  2.7345  0.9679
Si  0  4.1018  0.9679
Si  3.8672  4.1018  0.9679
Si  7.7343  4.1018  0.9679
Si  1.9336  8.2035  0.9679
Si  5.8008  8.2035  0.9679
Si  9.6679  8.2035  0.9679
Si  0  9.5708  0.9679
Si  3.8672  9.5708  0.9679
Si  7.7343  9.5708  0.9679
Si  11.6196  0.0092  2.934
Si  3.8026  -0.0213  2.9026
Si  7.7563  0.0004  2.8954
Si  1.9212  1.4169  2.9322
Si  5.7639  1.2433  2.7693
Si  9.6786  1.3664  2.9012
Si  11.5691  5.5163  2.8733
Si  3.8834  5.4998  2.9099
Si  7.7336  5.4739  2.8965
Si  1.921  6.8293  2.8897
Si  5.8203  6.8519  2.9074
Si  9.6596  6.8987  2.9845
Si  1.8786  2.8983  4.8144
Si  5.699  2.5635  4.6314
Si  9.5592  2.786  4.7787
Si  11.4761  4.2022  4.8089
Si  3.9192  4.1191  4.8293
As  7.5499  4.064  4.8585
Si  1.8954  8.1575  4.8377
Si  5.8225  8.2933  4.7948
Si  9.6705  8.3091  4.954
Si  11.6361  9.6725  4.9471
Si  3.813  9.5044  4.818
Si  7.7454  9.69  4.9008
Si  11.6488  0.3544  6.7936
Si  3.7636  -0.0255  6.6887
Si  7.7486  0.092  6.9067
Si  2.1009  1.5832  6.7348
Si  5.7256  1.2728  6.6164
Si  9.6506  1.5833  6.8126
Si  11.586  5.565  6.7504
Si  4.108  5.4745  6.821
As  7.996  6.1054  6.832
Si  2.0636  6.6829  6.7007
Si  5.873  7.1449  6.8347
Si  9.9814  7.2946  7.1235
O  10.3647  8.2453  8.4131
O  7.7214  9.994  8.2402
O  7.3946  4.8863  8.1079
O  3.3624  10.406  8.2468
O  2.0514  7.6136  8.071
O  4.0876  4.6418  8.2793
O  9.7743  2.5172  8.197
O  2.666  2.4212  8.0953
O  11.4504  4.5847  8.0746
O  5.4041  2.4328  7.7569
O  5.7464  8.1574  8.1409
O  11.4124  10.6836  8.3154
O  11.2593  10.0805  21.7918
O  3.2468  10.7322  21.518
O  5.7663  7.7909  22.1672
O  4.229  4.4596  21.9398
O  7.6858  9.6915  22.1812
O  10.2994  7.6632  22.1554
O  1.6227  2.4018  22.1094
O  5.9432  2.4414  21.8689
O  8.4478  4.7369  22.1829
O  -0.074  4.4462  22.042
O  2.3444  7.4134  21.9334
O  9.1362  1.9126  21.8856
Si  2.0413  7.9198  9.6499
Si  5.0514  0.6341  17.6757
Si  2.4942  5.4869  14.035
Si  10.5577  3.9735  14.049
Si  8.3041  2.4513  15.2949
Si  9.5547  2.2481  20.3535
Si  10.5175  3.6986  9.0663
Si  0.0458  2.4196  11.6142
Si  11.0533  8.2164  15.4529
Si  5.1861  6.9921  14.0098
Si  5.8031  2.7186  11.0991
Si  8.5734  7.6722  19.3603
Si  8.1198  4.8527  20.5965
Si  5.9355  9.6543  15.1818
Si  2.1165  7.6634  20.3447
Si  1.9231  4.9147  18.8002
Si  4.4836  3.4743  18.0084
Si  8.4988  8.985  16.8068
Si  0.8725  9.5977  13.4098
Si  9.9561  10.7779  11.862
Si  5.3503  3.7115  21.0049
Si  0.5803  5.5806  16.2881
Si  11.026  9.4512  9.2882
Si  6.5688  8.8996  21.2845
Si  7.1411  7.215  11.5064
Si  2.6892  0.8113  12.2488
Si  10.8784  8.6804  21.0257
Si  6.0487  4.3907  15.6481
Si  7.0994  0.5696  13.0111
Si  4.1229  3.0244  8.5759
Si  0.8984  6.8851  11.9439
Si  6.5884  9.1877  9.1142
Si  0.6702  3.2912  21.1451
Si  9.8189  6.6435  12.9136
Si  7.7385  4.6776  9.6864
Si  3.9976  10.0953  20.2018
Si  4.2824  3.1361  13.5003
Si  3.909  10.1003  9.7631
Si  8.0697  0.8321  18.0393
O  11.551  3.3796  12.9154
O  9.3638  4.5736  9.8304
O  8.8095  3.5991  19.8467
O  4.0648  -0.0248  18.7992
O  11.2897  4.6211  15.3413
O  10.0112  9.9336  10.4621
O  3.8119  1.6256  13.1107
O  0.7046  9.1379  14.9656
O  6.4856  1.0751  18.3523
O  4.7402  3.1816  19.5982
O  6.3425  1.3142  11.7627
O  0.8323  8.9824  9.9501
O  5.629  4.3645  17.2349
O  8.4611  7.3433  12.428
O  4.4648  2.6394  10.1304
O  2.0633  5.6823  15.5933
O  3.3567  0.0949  10.9559
O  5.9037  7.2676  12.5654
O  2.3219  6.3664  19.4013
O  0.6431  4.9817  17.7969
O  8.4382  10.7555  12.4472
O  5.524  10.2756  9.695
O  0.5928  8.2001  20.1961
O  9.7549  2.696  14.6341
O  2.0472  10.7034  13.316
O  9.9687  9.1835  16.1565
O  6.1207  10.4222  13.7461
O  7.4486  1.624  14.1969
O  1.6455  3.9317  20.0415
O  5.9368  5.8635  14.944
O  7.377  9.0241  15.6376
O  1.5074  1.7355  11.6462
O  7.1837  8.4253  10.4133
O  4.3142  2.0279  17.2586
O  7.0441  3.3074  10.2337
O  11.5591  7.0722  16.4817
O  8.2252  10.1839  17.836
O  3.4646  8.5629  10.1089
O  7.5965  3.8949  15.5623
O  3.1233  4.3303  17.8935
O  2.9067  3.9661  13.673
O  1.3554  8.331  12.5236
O  1.2166  5.7928  13.0886
O  4.9923  8.3653  14.8724
O  11.1769  2.3906  20.336
O  11.0147  10.1422  12.9209
O  5.2993  3.6839  12.3295
O  5.1  3.2889  14.8944
O  6.4884  4.8  20.5367
O  8.495  1.6417  16.6923
O  10.392  1.3817  11.6043
O  10.8952  6.7762  11.6827
O  3.2429  8.7114  19.8297
O  1.726  6.599  10.5636
O  7.1655  8.1777  19.977
O  8.466  7.6294  17.7271
O  3.6931  6.4896  13.6472
O  9.5799  5.0875  13.3472
O  5.5313  9.9969  20.7233
O  10.3646  7.4775  14.1849
O  8.7824  6.1544  19.8963
O  7.1435  5.8412  10.6499
O  5.2942  10.5992  16.3682
O  9.0523  1.1317  19.295
O  11.5603  3.201  10.1978
O  9.7371  8.7079  19.8605

Results
free energy: -153071.683 eV
free energy less fixed offsets of As -4856.12, O -568.88, Si -635.61 eV per atom: 3.207 eV

Forces (eV/angstrom), in the order of the atoms: element, x, y, z
Si  0.0022  -0.0029  -0.0001
Si  -0.0009  0.0005  -0.0034
Si  0.002  -0.0022  -0.0022
Si  -0.0001  0.0034  0.0021
Si  0.0002  0.0017  0.0008
Si  -0.0001  0.0008  -0.0003
Si  -0.0005  0.0012  -0.0016
Si  -0.0002  0.0007  -0.0007
Si  0.0004  -0.0031  -0.0006
Si  0.0022  0.0051  0.0005
Si  0.0014  0.0019  -0.001
Si  0.0009  0.0049  0.0005
Si  -0.0001  0.0016  0.0004
Si  0.0009  0.0021  0.002
Si  -0.0001  0.0022  0.0011
Si  0.0011  0.0009  0.0002
Si  0.0004  -0.0006  -0.0007
Si  0.0008  0.0003  -0.0007
Si  -0.0005  0.0021  0.0012
Si  -0.0012  0.0006  -0.0021
Si  0.0005  0.0011  -0.0024
Si  0.0005  0.0015  -0.0006
Si  -0.0003  0.0006  -0.0009
Si  -0.0005  0.0015  0.0003
Si  0.0016  -0.0004  0.0008
Si  -0.0005  -0.0013  0.0007
Si  -0.0002  0.0017  -0.0004
Si  -0.0003  0.0015  0.0008
Si  0.0001  0.0005  0.0008
Si  0.0017  0.0015  0.0001
Si  0.0009  0.0003  -0.0005
Si  0.0005  0.0015  -0.0003
Si  0.0002  -0.0015  -0.0002
Si  0.0001  0.0015  0.0016
Si  0.0011  0.0024  0.0008
Si  0.0002  0.0021  0.001
Si  0.0025  -0.0014  0.0025
Si  -0.0004  0.0013  -0.0021
Si  0.0023  0.0015  -0.002
Si  -0.0002  0.0035  -0.0011
Si  -0.001  0.0011  -0.001
Si  0  0.0039  0.002
Si  -0.0004  -0.0016  -0.0007
Si  -0.0025  -0.0005  0.004
Si  0.0015  -0.0008  0.0054
Si  -0.0016  0.0013  -0.003
Si  0.0042  0.0012  -0.005
Si  0.0016  0.0018  0.0007
Si  0.0193  0.0197  -0.0743
Si  -0.0008  0.0294  -0.1881
Si  -0.0358  0.0604  0.1218
Si  -0.008  -0.0808  0.1003
Si  0.0003  0.0342  -0.157
Si  0.0016  -0.0549  -0.0944
Si  0.0337  -0.0244  -0.0249
Si  0.0145  0.0343  -0.0153
Si  -0.0273  -0.0527  -0.0266
Si  -0.0218  -0.0783  -0.073
Si  -0.0252  -0.0846  0.1013
Si  0.0523  -0.1506  0.1371
Si  -0.0052  0.0619  0.0787
Si  -0.0725  0.0005  -0.2894
Si  0.045  0.0443  0.0131
Si  -0.0994  0.0793  -0.0354
Si  0.0212  0.0637  0.128
Si  0.0771  0.0675  0.0782
Si  0.04  0.041  -0.1681
Si  0.0733  0.0724  0.0291
Si  -0.1496  0.0131  0.2618
Si  0.069  0.0129  0.2002
Si  -0.2761  -0.2387  -0.0641
Si  0.11  -0.0916  -0.01
Si  0.0015  0.0056  -0.0002
Si  0.0119  0.0114  -0.016
Si  0.0021  0.0051  -0.0021
Si  0.0069  -0.0098  0.0046
Si  -0.0005  0.0108  0.002
Si  -0.012  0.003  0.0034
Si  0.0081  -0.0117  -0.0029
Si  -0.0058  -0.0151  -0.0038
Si  0.011  -0.0299  0.0168
Si  0.0008  0.008  0.0036
Si  -0.0037  0.0096  0.0113
Si  0.0026  0.0061  0.0028
Si  0.0037  0.0102  -0.0013
Si  0.0115  -0.0134  0.0159
Si  0.0025  -0.0075  0.0288
Si  0.013  0.0269  0.0154
Si  -0.0152  0.0244  0.0021
As  -0.0275  0.064  -0.0006
Si  0.0006  0.002  0.0006
Si  0.003  0.0158  -0.0089
Si  -0.007  0.0043  -0.0003
Si  0.0077  0.0058  -0.0082
Si  -0.0073  0.0065  0.0001
Si  -0.0073  0.0035  -0.0053
Si  0.0036  -0.0006  0.0051
Si  0.0054  0.0029  -0.0121
Si  -0.007  0.0103  -0.0061
Si  0.0012  -0.0117  -0.0006
Si  -0.0028  -0.0048  0.0071
Si  0.012  -0.0041  -0.0069
Si  0.0108  -0.0065  -0.0323
Si  0.0122  0.0017  -0.0156
As  0.0199  -0.0647  -0.0838
Si  -0.0109  0.0034  0.0077
Si  -0.0248  -0.065  -0.0747
Si  -0.0053  -0.0303  -0.0311
O  -0.0052  0.0234  0.0115
O  0.0056  -0.0274  0.0195
O  -0.0091  0.0169  -0.0213
O  0.0099  -0.0011  0.0064
O  0.0027  -0.0048  0.0026
O  -0.0079  0.0009  0.0056
O  -0.0025  0.0107  0.0013
O  -0.0038  0.0013  -0.0008
O  -0.0063  -0.0156  0.022
O  0.016  0.0162  0.0014
O  -0.0057  0.0109  0.0234
O  -0.0152  -0.032  0.0247
O  0  0.0044  0.0002
O  0.0005  0.0016  -0.0009
O  0.0002  0.0005  -0.0025
O  -0.0002  0.0007  -0.0011
O  0.001  0.0034  -0.0008
O  -0.0005  0.001  -0.001
O  0.0016  0  -0.0014
O  0.0009  0.0005  -0.0006
O  -0.0001  0.0044  -0.004
O  0.0016  0.0032  -0.002
O  0.0004  0.0036  0.004
O  0.0003  0.0008  0.0005
Si  -0.0078  0.0115  0.0013
Si  0.0044  0.0023  0.0037
Si  -0.0007  -0.0008  0.0008
Si  0.0009  0.0098  0.0071
Si  0.0029  0.0044  0.0085
Si  0.0005  0.0029  0.003
Si  0.0117  -0.0031  -0.0065
Si  0.0153  0.0081  0.009
Si  0.0003  -0.002  0.0051
Si  -0.0029  0.0014  0.004
Si  -0.0203  -0.0085  0.0176
Si  0.0001  0.0013  0.0045
Si  0.0026  0.0042  0.0061
Si  0.0043  0.0053  0.0029
Si  -0.0008  0.0019  0.0001
Si  0.0028  0.0066  0.003
Si  0.0027  0.0032  0.0037
Si  0.0071  0.0072  -0.0017
Si  0.0037  0.0004  -0.0002
Si  0.0103  0.0036  0.0127
Si  0.0003  0.0015  0.0022
Si  0.002  0.0058  0.0025
Si  0.0292  0.0116  -0.0153
Si  -0.001  0.0003  0.0046
Si  -0.0063  -0.0036  0.0325
Si  -0.0008  -0.0027  0.0032
Si  -0.0001  -0.0014  0.0052
Si  0.0027  0.0007  0.0048
Si  -0.0036  0.0011  0.0157
Si  -0.0012  -0.006  -0.0019
Si  -0.0008  -0.001  0.0043
Si  0.0058  0.0482  0.0237
Si  -0.0013  0.001  0.006
Si  0.0075  0.0007  0.0037
Si  -0.008  -0.0217  0.0954
Si  0.0041  -0.001  0.0036
Si  0.0014  0.0048  0.0085
Si  -0.0284  -0.0073  -0.0027
Si  0.0027  -0.0002  0.006
O  0.0066  0.0023  -0.0068
O  0.039  0.0055  0.001
O  0.001  0.0014  -0.0016
O  0.0002  0.0015  -0.0003
O  0.004  0.0044  0.0004
O  0.003  -0.0062  -0.0118
O  0.001  -0.0025  -0.0044
O  0.0071  0.007  -0.0023
O  0.0063  0.0011  -0.0045
O  0.0012  0.0012  -0.0019
O  0.0013  -0.0023  -0.0042
O  0.0092  -0.0136  -0.0282
O  -0.0007  0.0009  -0.004
O  -0.0058  0.0009  -0.0053
O  -0.0016  -0.0002  -0.0004
O  0  0.0001  -0.0069
O  0.0017  0.0143  0.0094
O  0.0121  0.0024  -0.0121
O  0.0014  0.0011  -0.001
O  0.0028  0.0035  0.0011
O  0.0028  0.0003  -0.0008
O  0.0266  -0.001  -0.0029
O  0.0091  -0.0034  -0.0011
O  -0.0046  -0.0041  -0.0002
O  0.0036  0.0075  -0.006
O  -0.019  0.0017  0.0089
O  -0.0011  0.0032  -0.0029
O  0.0007  -0.0036  -0.0072
O  0.0008  0.0014  -0.0025
O  0.0027  0.0016  -0.001
O  0.0111  0.0051  0.0069
O  0.0026  0.002  -0.0022
O  0  -0.0063  -0.0074
O  0.0024  0.0016  -0.0016
O  0.004  -0.0065  -0.0087
O  0.0034  -0.0013  -0.0012
O  0.0012  0.004  -0.0113
O  -0.0163  -0.0059  -0.0115
O  -0.0011  0.0031  -0.0008
O  0.0005  0.001  -0.0004
O  -0.0015  0.0102  0.0003
O  -0.0001  0.0101  -0.0018
O  0.004  -0.003  0.0051
O  0.0034  0.0003  -0.0038
O  0.0016  0.0013  -0.0022
O  -0.0013  0.0085  -0.0069
O  0.0017  0.0015  -0.0014
O  0.0025  0.0017  -0.0028
O  0.0011  0.0007  -0.0014
O  -0.0051  -0.002  0.0026
O  -0.0115  -0.0057  -0.0021
O  -0.0052  -0.0004  -0.0015
O  -0.0044  0.0023  0.0009
O  -0.0007  0.0115  -0.0086
O  0.0037  -0.0003  -0.0042
O  0.0005  0.0052  -0.0052
O  0.0037  0.0019  0.0004
O  0.0001  0.003  -0.0003
O  -0.0046  0.0006  -0.0023
O  -0.0016  0.0006  -0.0016
O  -0.0028  0.0019  -0.0011
O  0.0019  0.0177  -0.0076
O  0.0002  0.0022  -0.002
O  -0.0067  -0.001  -0.0103
O  0.0003  0.0051  -0.0088
O  -0.0001  0.0005  -0.0015

The program warned: the cutoff lies below the one the program advises for these potential files; the exchange-correlation potential is rough where the density is thin.
